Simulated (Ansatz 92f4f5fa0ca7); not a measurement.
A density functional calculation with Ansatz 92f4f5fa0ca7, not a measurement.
Periodic cell of 220 atoms, Si132O88, from a study of silicon, its oxide and their interface. The atomic structure is a simulated model.
Doubt: the cutoff is far below the 930 eV that the study's wrapper takes by default for these files, so forces and energies are approximate.
This geometry differs little from another in the collection (a relaxation step or a small displacement).

Settings
functional: PBE
potential files: Ansatz PAW
basis: plane waves
wave-function cutoff: 580 eV
density cutoff ratio: 5
exchange-correlation grid ratio: 1
k mesh: 1 x 1 x 1, Gamma-centred
self-consistency stop: 5e-08 eV per atom in the density residual
occupations: fixed
spin: none
net charge: 0

Cell vectors (angstrom)
a 10.938 0 0
b 0 10.938 0
c 0 0 32.1132

Atoms: element, x, y, z (angstrom)
Si 0.2126 -0.1591 24.457
Si 5.6093 -0.3288 24.7174
Si 2.5384 3.0255 24.4312
Si 8.0994 2.9508 25.0166
Si 0.0624 5.1046 24.6341
Si 5.8432 5.1229 24.5955
Si 2.4723 8.4928 24.5639
Si 8.0082 8.5744 24.7381
Si 1.4157 1.3956 25.804
Si 6.7614 1.3175 25.9965
Si 4.085 4.1462 25.8659
Si 9.6292 4.1188 26.2685
Si 1.2849 6.8323 25.7961
Si 6.8682 6.8418 25.8994
Si 4.0461 9.4952 26.0405
Si 9.5999 9.7146 25.983
Si 2.7268 0.0382 27.306
Si 8.1924 0.0456 27.3675
Si 0.0799 2.6443 27.371
Si 5.4061 2.7468 27.3086
Si 2.7099 5.5236 27.2541
Si 8.1879 5.5436 27.3934
Si -0.0207 8.2042 27.2807
Si 5.4702 8.1441 27.3335
Si 4.1018 1.3673 28.6949
Si 9.5708 1.3673 28.6949
Si 1.3673 4.1018 28.6949
Si 6.8362 4.1018 28.6949
Si 4.1018 6.8362 28.6949
Si 9.5708 6.8362 28.6949
Si 1.3673 9.5708 28.6949
Si 6.8362 9.5708 28.6949
Si 0 0 30.0622
Si 5.469 0 30.0622
Si 2.7345 2.7345 30.0622
Si 8.2035 2.7345 30.0622
Si 0 5.469 30.0622
Si 5.469 5.469 30.0622
Si 2.7345 8.2035 30.0622
Si 8.2035 8.2035 30.0622
Si 1.3673 1.3673 31.4294
Si 6.8362 1.3673 31.4294
Si 4.1018 4.1018 31.4294
Si 9.5708 4.1018 31.4294
Si 1.3673 6.8362 31.4294
Si 6.8362 6.8362 31.4294
Si 4.1018 9.5708 31.4294
Si 9.5708 9.5708 31.4294
Si 2.7345 0 0.6835
Si 8.2035 0 0.6835
Si 0 2.7345 0.6835
Si 5.469 2.7345 0.6835
Si 2.7345 5.469 0.6835
Si 8.2035 5.469 0.6835
Si 0 8.2035 0.6835
Si 5.469 8.2035 0.6835
Si 4.1018 1.3673 2.0507
Si 9.5708 1.3673 2.0507
Si 1.3673 4.1018 2.0507
Si 6.8362 4.1018 2.0507
Si 4.1018 6.8362 2.0507
Si 9.5708 6.8362 2.0507
Si 1.3673 9.5708 2.0507
Si 6.8362 9.5708 2.0507
Si 0 0 3.418
Si 5.469 0 3.418
Si 2.7345 2.7345 3.418
Si 8.2035 2.7345 3.418
Si 0 5.469 3.418
Si 5.469 5.469 3.418
Si 2.7345 8.2035 3.418
Si 8.2035 8.2035 3.418
Si 1.3007 1.4345 4.7211
Si 6.8617 1.3416 4.8241
Si 4.1466 4.068 4.8757
Si 9.5781 4.0894 4.7965
Si 1.3871 6.8492 4.832
Si 6.8561 6.7926 4.7174
Si 4.1015 9.5327 4.7402
Si 9.5641 9.565 4.7831
Si 2.6236 -0.0542 5.9206
Si 8.2164 -0.0237 6.2044
Si -0.0766 2.6988 6.2162
Si 5.502 2.5901 6.2924
Si 2.7413 5.5161 6.2817
Si 8.1617 5.4251 6.1092
Si -0.0463 8.171 6.1665
Si 5.4672 8.125 6.0695
Si 3.7219 1.3425 7.4135
Si 9.7373 1.1169 7.6219
Si 1.6435 3.7666 7.4231
Si 6.7297 4.2108 7.5224
Si 4.5147 6.5406 7.56
Si 9.2771 7.0218 7.4257
Si 1.1 9.8438 7.3303
Si 7.026 9.2395 7.3609
O 1.2734 4.0805 24.0314
O 6.8007 9.5779 24.1708
O 2.9216 2.7575 7.2566
O 8.1565 8.16 7.8873
O 5.5713 5.3623 7.9826
O 0.0253 0.0107 7.9679
O 5.3852 5.4814 23.0525
O 10.5502 0.4628 23.0107
O 2.1636 9.3774 8.5353
O 1.4849 3.7713 9.0511
O 9.0229 1.6871 8.9379
O 7.7876 9.7375 12.1612
O 3.3748 0.8072 8.9679
O 4.3754 7.3782 9.3263
O 7.6662 3.6846 8.7174
O 9.8801 6.4222 8.8341
O 3.3686 2.4329 23.086
O 4.6768 0.1551 23.4502
O 9.224 2.446 23.9409
O 9.835 5.5467 23.508
O 19.905 8.1 23.4798
O 3.3348 7.9533 23.262
O 7.0141 3.9854 24.325
O 1.3426 9.618 24.0544
Si 3.9577 6.4197 10.7731
Si 9.3414 4.1401 14.5944
Si 7.5033 8.1712 11.9102
Si 4.2347 1.2418 22.3182
Si 17.3566 3.7106 14.1554
Si 2.7627 -0.5008 20.0982
Si 7.229 4.1078 19.4016
Si 14.1035 6.565 16.4312
Si 2.25 4.0458 10.4723
Si 5.7968 16.1271 16.6602
Si 3.8445 9.6799 17.2376
Si 10.4673 4.2296 11.6622
Si 11.0086 6.433 16.0865
Si 8.1737 1.4721 14.6135
Si 2.7821 10.3865 9.6812
Si 9.1528 6.7472 22.5936
Si 11.2061 -1.2734 11.2096
Si 3.6306 -3.2878 13.7264
Si 5.2642 8.8038 9.8641
Si 9.5997 1.7345 22.5448
Si 12.0003 -0.4902 16.5604
Si 8.0538 2.6476 10.0678
Si -0.3334 8.1864 18.4036
Si 11.7893 -2.1119 14.1587
Si 5.2275 3.873 11.3388
Si 6.0593 6.0405 21.668
Si 6.5197 7.6753 14.6808
Si 11.6037 6.4591 20.6665
Si 11.1295 1.0224 18.7859
Si 14.2676 7.6505 21.6491
Si 7.0057 1.3183 20.7367
Si 10.0334 7.0128 10.3544
Si -0.6002 3.6396 20.1474
Si 8.5011 -0.7172 19.0953
Si 6.922 10.1201 16.3816
Si 8.6431 0.177 11.915
O 13.4113 8.7635 13.9556
O 7.7284 -1.0983 17.7418
O 6.0935 8.1431 11.0611
O 1.6371 10.495 10.8349
O 5.2338 -5.4802 10.8681
O 10.0894 7.1223 17.267
O 6.2969 4.9184 20.4963
O 6.843 13.0957 13.9587
O 3.625 7.2312 12.1375
O 2.5975 5.6639 10.341
O 7.8114 4.6149 14.1788
O 11.4933 -1.6461 17.6002
O 10.2325 4.0774 13.2561
O 0.7278 7.4116 19.3566
O 7.0026 2.4814 19.5667
O 12.5314 6.1378 16.6924
O 17.3245 6.4924 15.814
O 13.0781 6.5364 21.3853
O 3.3046 0.6041 21.1587
O 1.0734 3.647 11.5186
O 7.2756 -0.1803 20.0773
O 8.1972 1.3531 21.8418
O -1.538 8.8444 19.3221
O 2.8125 8.9949 20.8711
O 12.2387 0.1413 19.6509
O 6.1124 9.577 8.7323
O 8.598 7.4587 10.9697
O 8.9851 0.6942 13.44
O 7.577 11.4823 15.8028
O 6.4544 3.1053 10.6954
O 2.6849 -0.4463 16.4309
O 3.6925 14.279 10.883
O -6.6763 5.5626 17.1448
O 11.1935 7.4528 14.813
O 4.0748 9.7219 10.4303
O 3.5379 8.0712 17.0107
O 10.1482 5.1195 15.6343
O 10.3236 2.8123 21.5661
O 5.339 14.9619 12.9794
O 4.8666 7.1356 21.2095
O 11.057 2.6214 19.0906
O 9.1531 2.6381 15.251
O 3.7281 -0.761 18.7979
O 5.6241 1.6375 21.5517
O 5.3104 10.1287 16.6772
O 7.8523 1.247 11.0326
O 9.6093 0.483 19.079
O 17.687 4.711 17.9338
O 7.6282 6.4933 22.0011
O -5.8619 -2.6881 14.1502
O 7.3368 -3.6179 13.2996
O 11.4066 -0.8191 15.0843
O 10.3076 7.0354 21.4903
O 9.2591 3.5331 10.8404
O 8.8623 -6.6911 19.679
O 0.5292 11.8524 17.1838
O 16.6372 3.9463 15.6087
O 11.1434 -1.8992 12.7069
O 11.3458 4.8987 20.3055
O 0.0593 8.343 10.2525
O 10.6184 5.823 11.2788
O 10.014 -0.1974 11.112
O 14.2878 6.4334 14.7875
O 7.2968 8.9159 15.3629

Results
free energy: -133958.175 eV
free energy less fixed offsets of O -568.88, Si -635.61 eV per atom: 3.785 eV

Forces (eV/angstrom), in the order of the atoms: element, x, y, z
Si 0.0084 -0.0055 0.012
Si -0.0022 -0.0031 -0.0105
Si -0.0031 0.0019 -0.0047
Si 0.0053 -0.0022 -0.023
Si -0.0003 -0.0031 -0.0063
Si -0.0005 -0.0013 -0.0143
Si -0.0002 0.0045 -0.0012
Si 0.0017 0.0028 -0.0084
Si 0.0002 -0.0023 0.0017
Si 0.0008 0.0002 0.0035
Si -0.0033 0.0026 0.0013
Si 0.0049 0.0004 0.0037
Si -0.0012 0.0029 0.0037
Si -0.0009 -0.0005 0.004
Si -0.0039 0.0056 0.0032
Si 0.0018 0.0003 0.0014
Si -0.001 -0.0023 -0.0057
Si 0.0031 0.0011 -0.0021
Si 0.0007 0.0004 -0.0029
Si -0.0017 -0.0049 -0.001
Si 0.0004 -0.0018 0.0006
Si 0.0037 0.0006 -0.0042
Si 0.0026 0.0017 -0.0039
Si -0.0006 -0.0012 0.0002
Si -0.2078 0.1163 0.0921
Si 0.1293 -0.0203 0.4599
Si 0.398 0.029 -0.1807
Si -0.2434 0.0224 -0.1342
Si -0.1712 -0.2354 0.0434
Si 0.1032 0.553 0.3557
Si -0.0689 0.0328 -0.36
Si 0.0182 -0.2119 -0.0707
Si -0.1409 -0.1094 0.0338
Si -0.0179 -0.004 -0.0592
Si 0.1205 0.0885 0.0317
Si 0.1044 0.0506 -0.0341
Si -0.0296 0.004 -0.0655
Si -0.1024 -0.1333 0.0232
Si 0.0337 0.0411 -0.0527
Si 0.1177 0.048 0.0518
Si -0.0101 0.0439 -0.0475
Si -0.0028 -0.0479 -0.0288
Si -0.0093 -0.0454 0.0169
Si -0.0408 0.0322 -0.0058
Si 0.0279 -0.0076 -0.0296
Si 0.0085 0.0338 -0.0382
Si -0.0042 -0.002 -0.0087
Si -0.0355 0.0163 0.0218
Si -0.0164 0.0005 0.0192
Si 0.0247 0.0425 0.0042
Si -0.0225 -0.0427 0.0374
Si 0.0367 0.0184 0.0131
Si -0.0027 0.0034 -0.0097
Si 0.0216 -0.0461 0.0282
Si -0.029 -0.0113 0.0079
Si 0.0152 -0.0091 0.0384
Si -0.0023 0.0169 0.0609
Si -0.0845 -0.0706 -0.0242
Si 0.1281 0.0799 -0.0146
Si -0.0579 -0.0543 0.0242
Si -0.1257 -0.0912 0.0009
Si -0.0033 0.0552 0.0303
Si -0.0189 -0.0021 0.0326
Si 0.0155 0.0081 -0.0291
Si -0.2492 0.0122 -0.2445
Si 0.2531 -0.0144 0.1125
Si 0.1181 0.4987 0.0731
Si 0.0295 -0.068 0.1357
Si 0.21 -0.0538 0.2999
Si -0.2118 -0.4502 -0.0928
Si -0.0957 -0.253 -0.2216
Si 0.0648 0.1476 -0.2344
Si 0.0014 0.0002 0.0025
Si -0.0012 0.001 0.0005
Si 0.0019 -0.0008 -0.0012
Si -0.0028 0.0044 0.0027
Si 0.0023 -0.0008 0.0037
Si -0.0075 0.0027 0.0041
Si 0.0043 -0.0013 0.0036
Si 0.003 -0.0024 -0.0002
Si -0.0059 -0.0028 -0.0169
Si 0.0012 -0.0018 0.0014
Si -0.0028 -0.0056 -0.0036
Si -0.0083 0.0029 -0.0046
Si -0.0014 -0.0021 -0.0016
Si 0.0038 0.0008 -0.0127
Si -0.004 -0.0034 -0.0089
Si 0.0006 -0.0084 -0.0068
Si -0.0243 0.0693 0.0008
Si -0.0112 0.0055 0.0178
Si 0.0514 -0.0335 0.0167
Si 0.0024 0.004 0.0365
Si 0.0122 0.0178 0.0067
Si -0.0056 -0.0012 0.0098
Si 0.0067 0.0044 0.0151
Si -0.0062 -0.0035 0.0078
O 0.0005 -0.0033 -0.002
O 0.0002 -0.0004 0.0038
O -0.0007 -0.0236 0.0251
O 0.0053 0.0024 -0.0025
O -0.006 -0.0119 0.0028
O -0.0059 0.0038 -0.0019
O 0.0027 -0.0021 0.0027
O -0.0036 0.0042 -0.0032
O -0.0074 0.0036 -0.0075
O 0.0006 -0.0035 -0.0235
O -0.0334 0.0169 0.0181
O 0.009 0.0178 -0.0007
O -0.006 0.0036 -0.0103
O -0.0004 0.0019 0.0008
O 0.0197 -0.0119 0.0193
O 0.0013 0.0015 -0.002
O 0.0019 -0.0012 0.001
O 0.0014 -0.0001 0.001
O -0.0137 0.0062 0.0002
O 0.0002 0.0008 0.0037
O -0.0011 0.0012 0.0014
O 0.0008 -0.0008 -0.0007
O 0.0034 -0.0033 0.0147
O -0.0023 0.0009 -0.0115
Si 0.0083 0.0143 -0.0159
Si 0.0024 -0.0021 0.0037
Si -0.0093 0.0018 -0.002
Si 0.0006 -0.0001 -0.001
Si -0.0096 0.0041 0.0115
Si 0.001 -0.0001 -0.0006
Si -0.0005 0.0009 -0.0001
Si 0.0004 -0.0001 -0.002
Si 0.0071 0.0036 0.0022
Si -0.0001 -0.0002 -0.0002
Si -0.0011 -0.0002 -0.0005
Si 0.0027 0 0.0007
Si 0.0011 0.0008 0.0004
Si 0.0067 -0.0037 0.0113
Si 0.0081 -0.0074 0.0059
Si -0.0005 -0.0009 -0.0016
Si 0.0043 -0.0029 0.0033
Si -0.0002 -0.0012 -0.0057
Si -0.0053 -0.0148 -0.005
Si -0.0023 0.004 0.003
Si 0 -0.0003 -0.0018
Si -0.0514 -0.0378 -0.0453
Si 0.0019 -0.001 -0.0017
Si 0.0017 -0.0004 0.001
Si -0.0184 -0.011 -0.0313
Si 0.0002 0.0003 -0.0021
Si -0.0014 0 -0.0032
Si 0.0007 -0.0001 -0.0007
Si -0.0009 -0.0015 -0.0026
Si 0.0005 -0.0008 0.0003
Si -0.0018 0.0015 -0.0006
Si -0.0004 -0.0004 -0.0008
Si 0.0006 0.0004 -0.0021
Si -0.0027 -0.0015 -0.0208
Si 0.021 0.0064 0.0112
Si -0.0108 0.0168 -0.0006
O -0.0009 0.0003 0.0006
O -0.0021 0.0111 -0.0033
O 0.0073 0.0007 0.0054
O -0.0044 -0.0007 0.0018
O 0.0124 -0.011 0.0215
O 0.0007 0.0004 0.001
O 0.0005 -0.0005 -0.0005
O -0.0039 0.0092 -0.0034
O -0.0023 0.0015 0.0078
O -0.0053 -0.0073 -0.0017
O 0.0027 -0.0039 0.0004
O -0.0003 -0.0003 0.0003
O -0.0007 -0.0002 -0.0007
O -0.0006 0.0005 -0.0005
O 0.0006 -0.0004 0.0012
O 0.0001 0.0003 0.0005
O 0.0009 -0.0002 -0.0003
O 0 0.0005 -0.0004
O -0.0002 -0.0001 -0.0003
O -0.0057 -0.0009 -0.0035
O 0.002 -0.0019 -0.0038
O 0.0021 0.0003 0.0024
O -0.0038 0.0073 -0.0029
O -0.0005 0.0004 -0.0003
O -0.0007 0.0001 -0.0001
O 0.0044 0.001 -0.0028
O 0.0014 -0.0014 -0.0015
O -0.0086 -0.0062 -0.017
O -0.0088 -0.02 0.0053
O 0.0663 -0.038 -0.0281
O 0.0007 -0.0001 0.0002
O -0.0283 0.0053 0.0091
O 0.0003 0.0001 0.0003
O 0.0002 -0.0004 0.0002
O -0.0018 0.0057 0.0005
O 0.0011 0.0003 0.0001
O -0.0007 -0.0023 -0.001
O 0.0004 -0.0021 0.0028
O 0.0258 -0.0074 -0.0039
O 0.0004 -0.0002 0
O -0.0005 -0.0007 0.0009
O -0.0037 -0.0036 -0.0047
O 0.0003 -0.0002 -0.0011
O 0.0016 -0.0006 -0.0011
O 0.0083 0.0022 -0.0012
O 0.0372 0.034 0.0146
O -0.0056 -0.0087 -0.001
O 0.0003 -0.0002 -0.0006
O -0.0002 0.0005 -0.0004
O 0.0018 0.0001 0.0015
O -0.0002 -0.0014 0.0012
O 0.0009 -0.0002 0.0001
O 0.0008 0 0.0002
O -0.0056 0.0031 0.0081
O 0.0005 -0.0004 0.0008
O -0.0001 0.0002 0.0016
O 0.0054 -0.0031 -0.0128
O -0.0003 0.0001 -0.0023
O -0.0003 -0.0011 -0.0002
O -0.0002 0.0004 -0.0012
O -0.001 -0.0025 -0.0002
O -0.0064 0.004 0.0002
O 0.0002 -0.0006 0.002
O 0.0007 0.0125 0.0081

The program warned: the cutoff lies below the one the program advises for these potential files; the forces do not sum to zero within the program's tolerance; the exchange-correlation potential is rough where the density is thin.
